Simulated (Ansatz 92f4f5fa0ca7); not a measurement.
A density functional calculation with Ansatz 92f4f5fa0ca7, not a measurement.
Periodic cell of 224 atoms, Si133O90H1, from a study of silicon, its oxide and their interface. The atomic structure is a simulated model.
Doubt: the cutoff is far below the 930 eV that the study's wrapper takes by default for these files, so forces and energies are approximate.
This geometry differs little from another in the collection (a relaxation step or a small displacement).

Settings
functional: PBE
potential files: Ansatz PAW
basis: plane waves
wave-function cutoff: 580 eV
density cutoff ratio: 5
exchange-correlation grid ratio: 1
k mesh: 1 x 1 x 1, Gamma-centred
self-consistency stop: 5e-08 eV per atom in the density residual
occupations: fixed
spin: none
net charge: -1 e, with a uniform compensating background and no finite-size correction

Cell vectors (angstrom)
a	10.938	0	0
b	0	10.938	0
c	0	0	33.2517

Atoms and the computed forces on them: element, x, y, z (angstrom), force x, y, z (eV/angstrom)
Si	0.4588	-0.3634	25.8715	-0.0001	-0.0092	0.0628
Si	5.3319	0.3234	25.7407	-0.0127	0.0097	-0.0123
Si	2.9441	2.4139	25.7181	0.0044	-0.0066	0.0079
Si	7.9672	3.0127	26.0062	-0.0007	-0.007	-0.0385
Si	-0.2762	5.6249	25.6941	-0.0114	0.0046	-0.0049
Si	5.8704	5.3095	25.8068	0.001	-0.0092	0.0166
Si	2.647	8.2932	25.6188	-0.0132	0.0101	-0.0103
Si	8.569	8.0156	25.7329	0.0049	0.0021	0.0204
Si	1.5037	1.2809	27.1883	-0.0032	-0.005	-0.0173
Si	6.7909	1.4099	27.2242	0.0078	-0.0038	-0.0072
Si	4.1213	4.1171	26.9546	0.0007	-0.0001	-0.0196
Si	9.6013	4.1499	27.2032	0.0062	-0.0056	-0.0042
Si	1.3939	6.7835	26.9778	0.0056	-0.0117	-0.0114
Si	6.9822	6.8693	27.131	0.0059	0.0001	-0.0152
Si	4.191	9.535	26.9676	0.0067	-0.0038	-0.0109
Si	9.693	9.5282	27.1306	0.0107	0.0013	-0.0223
Si	2.8439	-0.0988	28.4931	-0.0032	0.0095	0.0015
Si	8.235	-0.0239	28.451	-0.0006	0.0015	-0.0065
Si	0.0471	2.6908	28.461	0.0002	0.0053	-0.0027
Si	5.4076	2.7884	28.4941	-0.0048	0.0017	-0.0025
Si	2.7489	5.4421	28.3949	0.0046	0.0038	-0.0006
Si	8.2345	5.4801	28.5461	-0.0016	0.0025	-0.0055
Si	0.068	8.1317	28.4734	-0.0115	0.0124	0.0005
Si	5.5084	8.1934	28.4259	0.0011	0.0004	-0.0003
Si	4.1018	1.3673	29.8335	0.052	-0.063	0.2791
Si	9.5708	1.3673	29.8335	0.0606	-0.0724	-0.0979
Si	1.3673	4.1018	29.8335	0.1952	-0.0389	-0.2251
Si	6.8362	4.1018	29.8335	-0.1946	0.094	0.2583
Si	4.1018	6.8362	29.8335	0.0076	-0.0581	-0.4902
Si	9.5708	6.8362	29.8335	0.3805	0.1128	0.527
Si	1.3673	9.5708	29.8335	0.2589	-0.3258	0.0834
Si	6.8362	9.5708	29.8335	0.0843	-0.0387	-0.1429
Si	0	0	31.2007	-0.003	0.0275	-0.0368
Si	5.469	0	31.2007	0.0609	0.1806	-0.0059
Si	2.7345	2.7345	31.2007	-0.057	-0.0776	-0.0066
Si	8.2035	2.7345	31.2007	-0.0589	0.0135	-0.025
Si	0	5.469	31.2007	-0.0728	0.0925	0.0051
Si	5.469	5.469	31.2007	0.0694	-0.0136	0.0049
Si	2.7345	8.2035	31.2007	-0.092	0.0705	0.0193
Si	8.2035	8.2035	31.2007	0.0669	0.0407	-0.0075
Si	1.3673	1.3673	32.568	-0.0049	0.0316	-0.0021
Si	6.8362	1.3673	32.568	0.0347	-0.0837	-0.0065
Si	4.1018	4.1018	32.568	0.0074	-0.0014	-0.0195
Si	9.5708	4.1018	32.568	0.0658	-0.0248	-0.035
Si	1.3673	6.8362	32.568	0.0649	-0.0859	-0.0129
Si	6.8362	6.8362	32.568	-0.0202	0.0151	-0.0063
Si	4.1018	9.5708	32.568	0.0438	-0.0598	-0.0376
Si	9.5708	9.5708	32.568	-0.0286	-0.0133	-0.0127
Si	2.7345	0	0.6835	-0.017	0.0102	0.0067
Si	8.2035	0	0.6835	0.0058	0.0754	0.0496
Si	0	2.7345	0.6835	-0.0998	0.0244	0.0125
Si	5.469	2.7345	0.6835	0.0145	0.0132	0.0141
Si	2.7345	5.469	0.6835	-0.0359	0.028	0.0402
Si	8.2035	5.469	0.6835	-0.0035	-0.0138	0.0082
Si	0	8.2035	0.6835	-0.0068	0.0029	0.0083
Si	5.469	8.2035	0.6835	-0.0292	0.0842	0.0071
Si	4.1018	1.3673	2.0507	-0.0131	-0.0278	0.0435
Si	9.5708	1.3673	2.0507	0.0929	-0.018	-0.0128
Si	1.3673	4.1018	2.0507	-0.0381	-0.1195	-0.0135
Si	6.8362	4.1018	2.0507	0.0144	0.007	0.0428
Si	4.1018	6.8362	2.0507	0.0876	-0.0332	-0.0151
Si	9.5708	6.8362	2.0507	-0.0135	0.0056	0.0355
Si	1.3673	9.5708	2.0507	0.0015	0.0194	0.043
Si	6.8362	9.5708	2.0507	-0.0554	-0.16	-0.0229
Si	0	0	3.418	0.0321	0.3511	-0.3264
Si	5.469	0	3.418	-0.2308	-0.1601	0.181
Si	2.7345	2.7345	3.418	-0.2907	0.0033	0.0264
Si	8.2035	2.7345	3.418	0.04	0.0829	0.1597
Si	0	5.469	3.418	0.03	-0.039	0.1996
Si	5.469	5.469	3.418	-0.0745	0.2576	-0.1676
Si	2.7345	8.2035	3.418	0.0662	0.0416	0.2819
Si	8.2035	8.2035	3.418	-0.3712	-0.1237	-0.286
Si	1.3348	1.3721	4.8122	0.0031	-0.0041	0.0046
Si	6.7915	1.3913	4.7729	-0.0004	0.0032	-0.0008
Si	4.0374	4.1727	4.7498	0.0004	-0.0015	-0.008
Si	9.5578	4.1192	4.8188	-0.001	0.0015	0.0052
Si	1.356	6.8491	4.808	0.006	-0.0058	-0.0034
Si	6.803	6.8507	4.7997	0.0051	-0.004	0.0022
Si	4.0741	9.5778	4.8551	0.0019	0	0.0024
Si	9.5059	9.6304	4.6934	0.0034	0.0004	-0.0054
Si	2.6234	-0.0484	6.2403	-0.0054	0.0068	0.018
Si	8.1512	0.0051	6.1057	-0.0033	0.0023	0.0061
Si	-0.0311	2.7563	6.2195	-0.0083	0.0049	0.0081
Si	5.3389	2.738	6.0531	-0.0006	-0.0052	0.011
Si	2.7289	5.513	6.2401	-0.0029	0.0086	0.0064
Si	8.1265	5.44	6.1781	0.0054	0.0022	0.0209
Si	-0.1269	8.2396	6.0097	-0.0068	-0.0003	0.0131
Si	5.4492	8.2035	6.2489	-0.0035	0.0009	0.0136
Si	3.778	1.6283	7.4258	-0.003	-0.0078	-0.0362
Si	9.6802	1.1433	7.4626	0.013	-0.01	0.0029
Si	1.5899	3.9021	7.5396	0.0154	-0.0173	-0.0018
Si	6.5118	4.2147	7.4273	0.0079	-0.0004	-0.0261
Si	4.3795	6.5718	7.6257	0.0018	0.005	-0.0184
Si	9.2616	7.1328	7.3678	-0.0126	-0.0057	-0.025
Si	0.8896	9.7535	7.4662	0.0103	0.0039	-0.0325
Si	7.0681	9.3932	7.5167	0.0102	-0.0159	0.0025
O	9.599	6.8139	25.2091	0.003	-0.0043	0.0115
O	4.1341	1.3579	25.211	0.0093	-0.0028	0.0216
O	8.1843	8.2472	7.9779	-0.0061	0.008	-0.0229
O	2.7009	2.7567	7.9987	-0.0114	0.0124	-0.0178
O	6.9119	4.1044	25.3308	0.0186	-0.017	0.0317
O	1.518	9.4583	25.231	0.01	-0.0139	0.0181
O	5.4823	5.3893	7.9374	-0.0057	0.005	-0.005
O	-0.1233	0.0378	7.9081	-0.0097	0.0098	-0.0139
O	6.9615	3.3877	8.7786	0.0133	-0.0094	0.0196
O	6.5408	10.1562	8.8887	-0.0037	0.0008	0.0038
O	10.1489	6.5596	8.6183	0.0128	-0.0164	0.0275
O	1.1044	8.8818	8.8383	0.0016	-0.0047	0.0188
O	4.5987	1.0454	8.7096	0.0135	-0.0101	0.0306
O	1.0263	4.6208	8.9241	-0.0107	0.0041	0.0078
O	8.921	1.5801	8.8618	-0.0047	0.009	0.0069
O	3.9606	7.0365	9.146	-0.0028	0.0029	0.0096
O	8.0376	8.8594	24.4224	-0.005	0.0034	-0.0275
O	8.7556	2.2377	24.8198	-0.0072	0.0125	-0.0074
O	5.5405	6.2655	24.5047	-0.0027	0.0026	-0.0127
O	1.9807	2.8239	24.4461	-0.0036	0.0053	-0.025
O	10.7711	0.3975	24.5835	-0.0143	0.0184	-0.0657
O	0.1802	4.7716	24.3589	0	0.002	-0.0113
O	6.9712	11.8504	20.7081	0.0089	0.0331	-0.019
O	6.2486	10.8046	24.4561	0.0059	-0.0035	-0.0196
Si	9.6855	1.3449	23.8474	-0.0076	0.0048	0.0509
Si	4.8602	6.2647	20.5158	0.0051	-0.0145	0.0539
Si	1.038	8.9313	10.4755	-0.0038	0.0047	-0.0174
Si	17.3544	5.228	15.9616	-0.0003	-0.0122	-0.0498
Si	7.0208	2.0915	19.5495	-0.0983	-0.0671	-0.0012
Si	19.2577	14.3237	12.6345	-0.0049	0.0049	-0.0148
Si	10.9536	5.123	16.9061	0.0627	0.0297	-0.0436
Si	9.0518	-0.6951	16.4226	-0.0186	0.0056	-0.0048
Si	15.3147	10.3841	19.0215	0.0339	0.0121	0.0083
Si	12.1912	3.0601	18.5071	0.0526	-0.0014	-0.0248
Si	8.3438	2.9549	9.5321	-0.0042	-0.0034	-0.0378
Si	3.0712	7.7638	18.5333	0.0078	-0.0008	0.0131
Si	11.2704	1.1684	16.331	-0.0241	-0.0062	-0.0569
Si	0.3845	13.7044	13.5558	0.0082	-0.0109	-0.0261
Si	3.9798	2.3279	20.0537	-0.0029	-0.0131	0.0344
Si	6.1149	2.4217	14.4796	0.0038	-0.0045	-0.029
Si	7.5366	5.6468	18.9376	-0.1976	0.1507	-0.1077
Si	5.1991	10.7751	9.6101	-0.0002	0.005	-0.032
Si	15.2346	6.5215	23.4714	-0.0179	-0.0016	0.0595
Si	17.8337	10.2205	20.6587	0.0037	-0.033	0.0208
Si	3.1515	4.2344	21.9405	0.0009	0.0119	0.0494
Si	11.3785	9.6226	14.8771	0.0184	-0.0101	-0.049
Si	6.3905	11.4378	16.9582	-0.0335	-0.0138	-0.0392
Si	5.2719	8.3022	13.1572	0.0046	0.005	-0.0276
Si	10.5327	5.2203	9.4555	-0.0068	0.0083	-0.033
Si	3.7643	6.9174	15.5137	0.0014	-0.0006	-0.0516
Si	7.4681	10.1464	23.5738	-0.0146	-0.0066	0.0436
Si	-2.0591	8.4983	18.9624	-0.0013	0.0318	-0.0035
Si	-0.3886	6.8199	12.0888	0.005	0.0154	-0.0278
Si	1.5651	11.0593	12.3642	-0.006	-0.0038	-0.0241
Si	11.1178	6.78	19.1591	0.0149	0.0764	-0.0208
Si	3.8344	8.1198	10.3627	-0.0022	-0.0047	-0.0223
Si	0.817	3.5188	23.4975	0.0149	0.0031	0.0447
Si	9.4833	4.189	19.16	0.1756	-0.1589	-0.037
Si	4.808	11.2968	12.5819	-0.0062	-0.0071	-0.0196
Si	7.7998	6.2936	13.5287	-0.0038	0.0036	-0.0379
Si	1.314	5.4548	14.1964	0.0065	-0.0012	-0.039
O	10.2447	8.0393	19.7328	0.0016	0.0128	-0.0185
O	5.0808	1.7701	13.3636	0.0004	0.0079	0.0085
O	10.8213	3.0622	19.3794	-0.0219	-0.0021	0.0095
O	7.1595	12.2928	18.0946	0.0095	0.009	0.0194
O	4.1629	7.9848	14.3191	-0.005	-0.0095	0.018
O	3.821	0.7201	19.8631	0.0145	-0.0196	-0.024
O	2.331	8.0674	10.9599	0.0056	-0.0059	0.0114
O	-1.2734	4.2799	17.43	-0.1233	0.0244	0.1288
O	7.6689	4.8984	12.6414	0.0018	-0.0016	0.0085
O	9.3995	-1.7716	17.5724	-0.0235	-0.0133	0.0083
O	5.8733	14.8489	15.1055	-0.0014	0.0123	0.0159
O	5.4749	9.9383	13.2357	-0.0018	0.0001	0.0077
O	10.7048	8.1893	11.1857	-0.0014	-0.0034	0.0062
O	17.7355	5.0407	17.5233	0.0781	0.0029	0.107
O	1.1139	10.743	15.8585	-0.0143	0.0165	0.0059
O	5.9543	12.3638	15.7226	0.0109	-0.0391	0.0491
O	1.7712	7.1595	19.3109	0.0168	-0.0177	-0.0047
O	19.2549	3.0259	19.7612	0.0252	0.1313	-0.0319
O	7.8497	18.2139	18.6567	0.0378	-0.08	0.0183
O	12.173	1.7427	17.5261	-0.0077	0.0139	0.0196
O	3.1898	11.107	12.4773	0.0103	0.0017	0.0084
O	3.2759	7.5907	24.2395	0.0072	-0.005	-0.0137
O	19.1296	9.6463	19.884	-0.0102	-0.0072	-0.0173
O	9.4144	4.1032	9.1349	0.0039	0.0026	0.0102
O	11.8541	9.9507	13.3583	-0.0012	0.0036	0.0195
O	3.8009	2.7557	21.6538	0.0091	-0.0163	-0.0167
O	4.8227	7.04	22.0114	0.0102	-0.005	-0.0608
O	1.1507	10.5097	10.875	0.0003	0.0029	0.0124
O	5.1574	6.2439	15.9409	0.0137	-0.006	0.0206
O	18.3662	10.3423	16.3262	0.0123	0.0229	0.0132
O	-2.8283	2.7828	11.1182	0	0.0011	0.0137
O	6.6489	7.4354	13.301	0.0049	-0.0052	0.0126
O	5.497	2.7762	19.586	0.0299	0.0079	-0.0202
O	11.048	5.2834	15.2893	-0.0124	-0.0042	0.0264
O	15.97	10.7662	17.5653	0.0217	0.0045	0.0153
O	9.742	11.6947	16.7672	0.0212	-0.0028	-0.0077
O	0.2175	2.201	15.0653	0.0041	-0.0239	0.0523
O	3.6311	5.0251	23.3135	-0.0037	-0.0009	-0.0272
O	14.0351	-3.4192	16.8998	-0.0011	0.0065	0.0102
O	11.9075	8.1373	15.2384	0.3233	-0.0516	0.7062
O	5.4862	11.3946	11.0797	0.0023	-0.0015	0.0095
O	4.0933	-1.3559	9.6749	-0.0019	0.0037	0.0058
O	8.6406	11.2307	23.1652	-0.0036	0.0006	-0.0306
O	4.8142	7.8733	11.6274	0.0005	0.0008	0.0119
O	10.6006	2.438	23.037	-0.0002	0.0033	-0.024
O	3.6601	5.1528	20.6983	0.0201	0.0141	-0.0314
O	7.6917	5.8609	15.1052	-0.002	0.0003	0.0244
O	-0.4443	5.5649	11.0271	-0.0003	-0.0128	0.0083
O	9.7347	9.7357	15.0086	-0.0072	-0.0032	0.0148
O	0.9181	12.5303	12.5547	-0.0024	0.0023	0.007
O	6.8535	9.622	22.1807	0.0052	0.0021	-0.0225
O	1.4784	3.9733	13.5013	-0.0004	0.0072	0.0142
O	4.4004	7.1541	19.2403	-0.0035	0.0028	-0.0138
O	2.7406	5.8356	14.8605	0.0097	-0.0024	0.0069
O	9.9021	14.283	12.9893	-0.0093	0.0072	0.0036
O	3.1284	9.38	18.7701	0.0011	-0.0126	-0.0048
O	9.2117	6.9449	13.0147	-0.0034	-0.0019	0.0136
O	17.2751	5.6927	20.1551	0.0724	-0.0264	-0.053
O	0.8914	6.5182	13.0315	0.0042	-0.0078	0.0164
O	10.9194	6.6533	17.5171	-0.0062	-0.0116	0.0032
O	16.477	9.6875	19.9357	-0.0153	0.0245	-0.0305
O	1.533	4.0761	22.148	-0.0125	0.0046	-0.0181
O	10.5417	5.4344	19.8486	-0.1172	-0.0394	-0.0159
O	23.2374	4.382	17.5099	-0.0085	-0.0331	0.0227
O	13.6443	2.9935	19.276	-0.0433	0.0122	-0.0188
O	7.567	2.429	13.7182	-0.0002	0.0031	0.0065
H	12.0928	7.9665	16.1963	-0.3564	0.046	-0.677

Results
free energy: -135745.128 eV
free energy less fixed offsets of H -15.97, O -568.88, Si -635.61 eV per atom: 6.172 eV

The program warned: the cutoff lies below the one the program advises for these potential files; the forces do not sum to zero within the program's tolerance; the exchange-correlation potential is rough where the density is thin.
